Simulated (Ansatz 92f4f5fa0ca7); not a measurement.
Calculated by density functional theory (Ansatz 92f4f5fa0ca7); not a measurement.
Periodic cell of 223 atoms, Si132O90B1, from a study of silicon, its oxide and their interface. The atomic structure is a simulated model.
Doubt: the cutoff is far below the 930 eV that the study's wrapper takes by default for these files, so forces and energies are approximate.
This geometry differs little from another in the collection (a relaxation step or a small displacement).

Settings: functional PBE; potential files Ansatz PAW; basis plane waves; wave-function cutoff 580 eV; density cutoff ratio 5; exchange-correlation grid ratio 1; k mesh 1 x 1 x 1, Gamma-centred; self-consistency stop 5e-08 eV per atom in the density residual; occupations fixed; spin none; net charge -1 e, with a uniform compensating background and no finite-size correction.

Cell vectors (angstrom)
a 10.938 0 0
b 0 10.938 0
c 0 0 32.1988

Atoms: element, x, y, z (angstrom)
Si 10.5868 0.2259 24.8733
Si 5.7385 10.6787 24.7432
Si 2.4826 2.9163 24.6466
Si 8.4284 2.4666 24.8343
Si 0.2786 5.1657 24.7617
Si 5.1529 5.7507 24.6977
Si 2.9343 8.0091 24.6036
Si 7.9401 8.437 24.741
Si 1.3334 1.3818 26.0418
Si 6.8463 1.3094 26.1249
Si 4.0474 4.1048 25.9966
Si 9.6127 4.0594 26.0947
Si 1.4003 6.8269 26.0081
Si 6.7696 6.8526 26.0328
Si 4.1058 9.535 26.0048
Si 9.4674 9.5689 26.1559
Si 2.733 -0.0059 27.3552
Si 8.1623 -0.0206 27.5689
Si 0.0164 2.7154 27.5
Si 5.4442 2.7438 27.377
Si 2.7327 5.4659 27.4415
Si 8.1893 5.4722 27.3642
Si -0.0023 8.1825 27.3852
Si 5.4446 8.1995 27.4605
Si 4.0862 1.3644 28.7594
Si 9.5845 1.3515 28.8604
Si 1.3747 4.1051 28.8299
Si 6.8349 4.1019 28.754
Si 4.1046 6.8164 28.8202
Si 9.56 6.823 28.7627
Si 1.3731 9.5659 28.7492
Si 6.7923 9.543 28.8763
Si 0.0299 -0.0257 30.1823
Si 5.4352 0.0111 30.1819
Si 2.7469 2.7253 30.1752
Si 8.199 2.7473 30.1591
Si -0.0145 5.4685 30.1584
Si 5.4909 5.4549 30.1715
Si 2.7306 8.21 30.1464
Si 8.2137 8.1764 30.1829
Si 1.3883 1.3518 31.5576
Si 6.8361 1.3763 31.5211
Si 4.1263 4.0884 31.5439
Si 9.5748 4.0968 31.5377
Si 1.3625 6.8448 31.5037
Si 6.8572 6.8121 31.5628
Si 4.0875 9.5667 31.5463
Si 9.5906 9.5501 31.5449
Si 2.7546 -0.007 0.7455
Si 8.2125 0.0082 0.6834
Si 0.0061 2.7293 0.7155
Si 5.4965 2.725 0.7243
Si 2.7444 5.4955 0.6708
Si 8.2305 5.4458 0.7372
Si 0.0291 8.1874 0.7153
Si 5.4808 8.2065 0.7133
Si 4.1465 1.3592 2.1041
Si 9.5747 1.3476 2.0832
Si 1.3953 4.1281 2.0407
Si 6.8729 4.07 2.1057
Si 4.112 6.8328 2.0784
Si 9.6039 6.8279 2.0861
Si 1.3989 9.5376 2.0973
Si 6.8417 9.6056 2.0682
Si 0.0235 -0.0254 3.4227
Si 5.51 0.0075 3.5197
Si 2.7825 2.7867 3.3933
Si 8.2015 2.6721 3.5039
Si 0.0477 5.4674 3.4571
Si 5.4813 5.4466 3.4241
Si 2.7984 8.2155 3.5001
Si 8.2208 8.2295 3.3921
Si 1.4456 1.3676 4.6877
Si 6.8229 1.3641 4.9808
Si 4.1974 4.0472 4.8387
Si 9.6077 4.0693 4.7869
Si 1.4391 6.8202 4.8444
Si 6.8264 6.8836 4.7225
Si 4.1249 9.6255 4.9181
Si 9.5826 9.549 4.8003
Si 2.8887 0.27 6.1986
Si 8.2353 -0.0637 6.2753
Si 0.0793 2.6754 6.0788
Si 5.3639 2.6294 6.4125
Si 2.8497 5.4529 6.1863
Si 8.1674 5.4646 6.0214
Si 0.0644 8.2133 6.1649
Si 5.5453 8.223 6.2364
B 3.8274 1.6425 7.6707
Si 9.8748 1.1357 7.464
Si 1.7552 3.7244 7.3442
Si 6.6279 4.3725 7.4488
Si 4.4279 6.6245 7.5488
Si 9.4015 6.9253 7.3594
Si 1.2255 9.9808 7.275
Si 7.2112 9.1954 7.6523
O 8.3592 8.0516 7.9379
O 2.8401 2.6556 7.933
O 9.5223 1.3515 24.2704
O 4.0505 6.8658 24.1236
O 0.0581 0.0181 7.9709
O 5.5553 5.5127 8.0343
O 6.8523 9.5704 24.1962
O 1.3734 4.0603 24.1658
O 3.8649 7.3612 8.9482
O 1.0004 4.329 8.6732
O 9.8744 6.0475 8.6874
O 2.1536 9.3861 8.4963
O 7.5317 3.9263 8.7702
O 4.2703 0.9936 8.8946
O 6.7623 9.5362 9.1994
O 9.2366 1.8495 8.8139
O 7.7175 3.1552 23.5207
O 10.4994 5.8381 23.4462
O 5.0895 0.4253 23.3945
O 5.8592 5.0901 23.3622
O 3.1078 2.2079 23.2756
O 2.2942 8.7238 23.2303
O 8.6188 7.7511 23.3984
O 0.2269 10.3409 23.5889
Si 4.392 1.5693 22.4716
Si 3.4599 7.944 14.0065
Si 7.1024 0.9566 14.6551
Si 0.9394 9.3561 22.5296
Si 1.152 4.3117 11.8527
Si 6.2364 8.9656 15.2967
Si 0.6424 1.3676 12.2714
Si 8.6187 4.9584 20.5099
Si 0.3805 5.6699 9.3182
Si 5.075 3.1233 17.9071
Si 0.8571 3.7501 16.7172
Si 10.3842 2.8469 19.2126
Si 5.2273 1.2071 10.1929
Si 0.8696 0.1754 19.8469
Si 6.5998 9.4897 10.8225
Si 9.3229 9.6817 18.3136
Si 9.3491 9.2681 12.5492
Si 6.5742 3.8455 22.5951
Si 2.4458 8.0643 9.3627
Si 10.5727 7.375 17.0633
Si 2.4899 6.3003 16.5582
Si 10.1441 4.4952 14.1606
Si 6.1185 9.187 18.4966
Si 7.9698 2.5703 9.5449
Si 8.8426 2.1501 12.4285
Si 5.3188 6.2463 18.0488
Si 3.91 0.5651 19.46
Si 4.2623 3.8282 11.9866
Si 5.5113 6.6162 12.0998
Si 7.995 2.5029 17.204
Si 4.3444 2.4785 14.9297
Si 1.5155 1.218 15.2283
Si 1.5372 9.4137 12.0168
Si 8.0169 6.8549 13.8347
Si 10.3598 9.8444 15.469
Si 9.8076 7.0102 22.5615
Si 8.0968 5.4891 17.4067
O 6.0046 7.988 11.2788
O 5.9962 9.2017 16.8808
O 7.6428 1.3758 13.1859
O 0.8598 1.7472 13.8453
O 9.4134 6.2593 16.8729
O 6.7358 6.2069 13.0928
O 5.1095 4.6587 18.5843
O 9.2028 2.1542 18.2708
O 2.3528 0.0994 19.0817
O 9.3973 10.2387 16.7574
O 2.7616 4.4276 11.7123
O 5.0499 10.327 19.0925
O 9.3881 3.2412 13.4832
O 0.4394 1.7659 19.9451
O 3.128 1.3704 15.0312
O 8.1539 5.3898 19.0226
O 3.8741 6.6002 17.3724
O 4.5445 3.2915 16.3544
O 9.0302 5.6736 14.2942
O 5.4592 2.7545 22.1404
O 10.646 4.1566 15.6618
O 0.3175 3.8641 18.2569
O 10.4088 10.5136 19.2157
O 9.615 10.0357 14.0194
O 10.9048 8.1202 22.0961
O 1.1721 2.1687 16.5031
O 9.7237 3.7553 20.4016
O 8.1218 4.0361 16.6836
O -0.0805 9.1189 11.8918
O 6.5582 2.4155 17.9771
O 5.5118 10.7388 11.0793
O 7.7306 9.5936 18.8279
O 9.9912 1.0218 12.0537
O 1.3005 6.9706 9.0488
O 0.5901 4.7683 13.3264
O 5.6824 7.6254 18.9672
O 5.2001 5.1035 11.4821
O 2.6907 6.9993 15.1032
O 0.8707 2.7462 11.4499
O 0.8411 10.6908 15.5369
O 2.3753 8.5714 10.908
O 4.6712 2.447 11.1779
O 4.2723 3.4803 13.6258
O 2.1728 4.6928 16.4682
O 10.6826 8.2566 15.6862
O 6.9201 10.2877 14.6632
O 2.3048 8.961 13.4112
O 8.0274 1.5252 15.8934
O 4.1055 7.0023 12.8479
O 4.1557 2.0123 18.7004
O 7.288 4.4202 21.2627
O 8.3811 2.9311 11.0864
O 1.1632 6.8747 17.3487
O 5.6323 1.5504 14.7957
O 8.0736 9.7821 11.5967
O 9.2061 6.2871 21.238
O 8.9313 7.7334 12.845
O 1.6197 0.1216 11.8622
O 6.6323 6.1512 17.0577
O 7.3512 7.79 15.0176
O 1.1986 10.2949 21.2246
O 10.0144 8.2033 18.3454
O 3.9512 0.8647 21.0716
O 0.3179 5.3422 10.9055
O 6.7054 1.5663 9.5949
O 4.7416 8.7284 14.6693

Results
free energy: -135249.834 eV
free energy less fixed offsets of B -154.04, O -568.88, Si -635.61 eV per atom: 3.926 eV

Forces (eV/angstrom), in the order of the atoms: element, x, y, z
Si -0.0005 0.0006 0.0025
Si 0.0004 -0.001 0.0034
Si -0.0002 0.0014 0.0028
Si 0.0003 -0.0004 0.003
Si 0.0008 -0.0002 0.0035
Si -0.0008 0.0008 0.0035
Si 0.0007 -0.0014 0.0032
Si -0.0009 0.0001 0.0036
Si 0.0001 0.001 0.0005
Si 0.0013 -0.0012 0.0008
Si -0.0001 0.0001 0.0006
Si 0.0011 0.0002 0.0003
Si 0.0005 -0.0006 0
Si 0.0002 0.0008 0.0002
Si 0.0012 0 0
Si -0.0008 0.0001 0.0017
Si -0.0002 -0.0002 -0.0006
Si 0.0001 0.0007 -0.0007
Si -0.0001 -0.0004 -0.0009
Si 0.0001 0.0005 -0.0009
Si 0.0003 0.0004 -0.0009
Si -0.0001 0.0001 -0.0007
Si 0.0002 0.0007 -0.0009
Si 0.0002 -0.0005 -0.001
Si 0.0015 0.0014 0.0004
Si -0.0006 -0.0008 -0.0007
Si 0.0009 -0.0008 -0.0003
Si 0.0006 -0.0009 0.0016
Si -0.0005 -0.0002 0.0007
Si 0.0003 0.0009 0.0006
Si -0.0006 -0.0001 0.0013
Si 0.0017 0.0003 -0.0017
Si 0.0012 0.0006 -0.0005
Si -0.0016 0.0003 0
Si -0.0003 -0.0014 -0.0006
Si -0.0002 0.001 -0.0008
Si -0.0008 0.0004 -0.0001
Si 0.0008 -0.0003 -0.0006
Si 0.0012 0.0008 -0.0009
Si 0.0003 -0.0009 0
Si 0.0004 0.0008 0.0006
Si 0.0003 0.0011 -0.0006
Si 0.0013 0.0006 -0.0005
Si -0.0007 -0.0006 0.0014
Si 0.001 0.0005 -0.0003
Si 0.0001 0.0001 0.0011
Si 0 0.0003 0.0008
Si 0.0005 0.0001 -0.0002
Si 0.0012 0.0008 -0.0013
Si 0.0005 -0.0001 0.0007
Si 0.0016 -0.0024 -0.0006
Si 0.0003 -0.0004 0.0003
Si 0.0002 -0.0003 0.0003
Si -0.0005 0.0007 -0.0001
Si -0.0013 -0.0006 0.0004
Si -0.001 0.0001 -0.001
Si -0.0012 -0.0017 0.0001
Si 0.0016 0.0065 0.0001
Si -0.0001 -0.0021 0.0008
Si 0.0018 0.0007 -0.0007
Si 0.0052 0.0022 0.0001
Si 0.0007 -0.0024 0.0006
Si 0.0021 0.0004 0.0015
Si -0.0026 -0.0001 0.0005
Si -0.0023 -0.0031 -0.0022
Si 0.0012 0.0006 -0.0049
Si -0.0033 -0.0021 -0.0011
Si 0.0008 -0.0065 0.0002
Si -0.0011 0.004 -0.0002
Si -0.0049 0.0008 -0.0009
Si -0.003 -0.0013 -0.0013
Si 0.0031 -0.0014 0.0022
Si 0.0047 0.0078 -0.0003
Si 0.0043 0.0098 0.0031
Si 0.0062 0.0031 0.0067
Si -0.0017 -0.0003 -0.0031
Si 0.0021 -0.0006 0.001
Si -0.002 0.0016 -0.0043
Si 0.0012 0.0006 0.0017
Si -0.0018 0.0006 0.0007
Si 0.0016 0.0006 -0.0024
Si -0.0021 -0.0003 -0.0018
Si -0.0029 -0.0059 -0.0017
Si -0.0348 -0.0313 0.0096
Si 0.0026 0.0007 -0.0027
Si 0.0093 0.0033 -0.0047
Si -0.0012 -0.0068 -0.012
Si 0.0008 0.0012 -0.0001
B 0.0215 0.0332 -0.0066
Si -0.0007 -0.0048 -0.0056
Si 0.0106 -0.0014 0.0001
Si -0.0064 0.0003 0.013
Si -0.0027 -0.0021 -0.0082
Si -0.0015 0.0006 0.0043
Si 0.001 0.0041 0.0133
Si 0.0029 0.002 -0.0076
O -0.0029 -0.0003 0
O 0.0018 -0.0059 -0.0067
O 0.0007 0.0002 -0.0005
O 0.0004 0.0006 -0.0014
O 0.001 0.0032 -0.0018
O 0.0025 -0.0004 0.0001
O 0.0004 0.0004 -0.0014
O -0.0004 -0.0004 -0.0009
O -0.0037 0.0015 0.0058
O -0.0025 0.0031 0.0024
O 0.0008 -0.0004 0.0014
O 0.0017 -0.0039 0.0052
O 0.001 -0.0019 -0.0012
O 0.0008 -0.0045 0.003
O -0.0009 -0.0006 0.0101
O -0.0016 0.0026 0.0045
O -0.0016 0.0014 -0.0041
O -0.0013 0.0018 -0.0041
O -0.0013 0.0021 -0.0039
O 0.0021 -0.0022 -0.0038
O 0.0022 -0.0018 -0.0039
O -0.0019 0.0017 -0.0035
O 0.0025 -0.0019 -0.0044
O 0.0014 -0.0017 -0.0038
Si 0.0001 0.0003 0.0058
Si -0.0003 0.0002 -0.0036
Si -0.0006 0.0006 -0.0035
Si 0.0006 -0.0008 0.0052
Si -0.0004 0.0013 -0.0046
Si -0.0006 0.0001 -0.0022
Si 0.0004 -0.0005 -0.0032
Si -0.0009 0.0007 0.0033
Si 0.0004 -0.0012 -0.0048
Si -0.0005 -0.0006 0
Si -0.0006 -0.0002 -0.0007
Si -0.0001 0.0003 0.0016
Si -0.0035 -0.0009 -0.0089
Si 0.001 -0.0007 0.003
Si -0.0001 0.0024 -0.0055
Si 0.0002 0.0003 0.0002
Si -0.0013 0.0004 -0.004
Si -0.0002 0.0004 0.005
Si -0.0016 -0.0008 -0.0091
Si -0.0002 0.0001 -0.0008
Si -0.0001 0.0001 -0.0019
Si 0 -0.0007 -0.0032
Si -0.0005 0.0006 0.0001
Si -0.0012 0.0002 -0.0055
Si -0.0015 0.0007 -0.0053
Si -0.0001 -0.0003 -0.0002
Si -0.0006 0.0002 0.0034
Si -0.0006 -0.0026 -0.0048
Si -0.0003 0.0006 -0.0033
Si 0 -0.0004 -0.0006
Si 0.002 -0.0002 -0.0042
Si -0.0006 -0.0001 -0.0026
Si 0.0004 -0.0009 -0.0031
Si -0.0004 0.0002 -0.0036
Si -0.0004 0 -0.0025
Si -0.0003 0.0005 0.0053
Si 0 -0.0004 0.0008
O -0.0005 -0.0023 0.0022
O -0.0001 -0.0002 0.0006
O -0.0003 -0.0006 0.0025
O 0.0005 -0.0002 0.0021
O 0 -0.0001 0
O 0.0007 0.0001 0.0013
O -0.0001 0.0001 -0.0002
O -0.0005 -0.0002 -0.0004
O 0 0 -0.0009
O -0.0001 -0.0003 0.0005
O 0.0011 -0.001 0.0023
O 0.0005 -0.0008 -0.0006
O 0.0002 0.0004 0.0019
O -0.0004 0 -0.0009
O -0.0001 -0.0002 0.0008
O -0.0001 0.0001 -0.002
O -0.0001 -0.0002 0.0003
O 0.0001 -0.0001 0.0005
O -0.0003 -0.0003 0.001
O 0 -0.0003 -0.0018
O -0.0001 0.0001 0.0012
O 0.0002 0 -0.0006
O -0.001 -0.0005 -0.0009
O 0.0001 -0.0001 0.0021
O 0.0004 0.0004 -0.0015
O -0.0003 0.0001 0.0004
O 0.0005 -0.0008 -0.0013
O -0.0002 -0.0002 0.0003
O -0.0008 -0.0001 0.001
O 0.0001 0.0002 0.0001
O 0.0003 -0.0007 0.0018
O 0 -0.0003 -0.0001
O 0.0002 -0.0005 0.0011
O 0.0034 0.0017 0.0021
O -0.001 -0.0002 0.0018
O -0.0001 -0.0004 -0.0002
O -0.0001 0.0008 0.0015
O -0.0004 -0.0007 0.0018
O -0.0008 -0.0014 0.0014
O -0.0001 0 0.0008
O -0.0001 0.0018 0.0037
O -0.0008 0.0026 0.0028
O -0.0005 -0.0008 0.0022
O 0.0001 0.0001 0.0004
O -0.0001 -0.0004 0.0008
O -0.0004 -0.0011 0.0013
O 0.0006 -0.0006 0.0017
O 0 0.0001 0.0012
O -0.0008 0.0005 0.0017
O 0.0002 0.0004 -0.0008
O 0.0014 0.0007 -0.0027
O 0.0006 -0.001 0.0038
O -0.0001 -0.0003 0.0004
O -0.0021 0.0006 0.0018
O 0.0015 -0.0012 0.0022
O -0.0006 -0.0016 -0.0026
O -0.0007 -0.0011 0.0019
O -0.0009 0.0006 0.0011
O -0.0004 -0.0001 0.0001
O -0.0004 0.0003 0.0011
O 0.0003 0.0017 -0.0035
O -0.0001 -0.0003 -0.0002
O -0.0004 -0.001 -0.0042
O 0.0007 -0.0012 0.0032
O 0.0022 0.0017 0.0022
O 0.0007 0 0.0013

The program warned: the cutoff lies below the one the program advises for these potential files; the forces do not sum to zero within the program's tolerance; the exchange-correlation potential is rough where the density is thin.
